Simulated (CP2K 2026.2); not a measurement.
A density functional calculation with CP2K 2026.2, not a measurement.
Periodic cell of 1163 atoms, Si864O299, from a study of silicon, its oxide and their interface. The atomic structure is a simulated model.
Doubt: the forces sum to 3.55 eV/angstrom along one axis rather than to zero, so they err by at least 0.0031 eV/angstrom per atom on average; the grid cutoff is modest.

Settings
functional: PBE
method: Gaussian and plane waves
basis set: DZVP-MOLOPT-SR-GTH
pseudopotentials: GTH-PBE
grid cutoff: 350 Ry, relative cutoff 50 Ry
k points: Gamma only
occupations: fixed
spin: none
net charge: 0

Cell vectors (angstrom)
a 32.64 0 0
b 0 16.32 0
c 0.9633 1.2895 39.7143

Atoms and the computed forces on them: element, x, y, z (angstrom), force x, y, z (eV/angstrom)
Si 0.6041 0.5082 2.7443 0.1975 0.1779 0.4543
Si 2.9981 2.7452 38.1353 0.1272 -0.1405 0.1188
Si 31.1764 4.4017 1.2288 0.139 -0.0194 0.7245
Si 0.8255 7.5415 1.6193 0.0277 -0.0279 0.0037
Si 31.8445 9.3398 1.5767 0.0475 -0.0019 -0.0676
Si 2.0838 11.9983 1.7759 0.0603 0.014 0.0104
Si 2.2198 14.1573 39.5646 0.1637 -0.2994 0.4091
Si 5.878 0.5649 0.9902 0.4818 -0.6149 -0.0227
Si 3.518 2.715 0.7235 -0.2765 -0.1988 0.5923
Si 5.6824 4.8504 0.7964 0.0364 0.3116 0.5544
Si 3.4962 10.0891 1.4644 0.0361 0.0701 -0.0436
Si 6.6098 12.2115 1.2361 0.3852 -0.3458 0.0876
Si 9.256 14.4427 0.4359 -0.3525 -0.1782 0.448
Si 11.7283 15.9345 0.7407 -0.004 0.1664 0.5266
Si 7.612 2.3617 1.0471 -0.0546 -0.3632 0.6706
Si 11.2839 6.5947 0.9845 -0.3835 -0.3507 0.4613
Si 9.2371 8.9338 0.8612 -0.0567 0.0126 -0.1428
Si 12.9516 11.3224 0.8603 0.7043 -0.4044 0.378
Si 14.0727 14.1193 0.6029 0.2191 0.1339 0.6294
Si 17.6999 0.4329 1.5756 0.3246 -0.1066 0.3902
Si 14.5672 4.3184 39.3694 -0.1019 -0.1008 0.0753
Si 16.5179 6.7935 39.4481 0.1489 0.0784 0.0828
Si 14.7619 9.8789 1.5031 -0.4481 0.2237 0.4587
Si 18.4042 11.5409 1.4349 -0.1514 -0.2841 0.3716
Si 19.5176 15.0778 1.3193 -0.0162 0.0075 -0.072
Si 22.4467 2.1395 1.0603 0.0554 0.7004 0.5053
Si 20.6973 3.6771 1.5619 0.0472 0.0155 -0.0466
Si 23.2471 6.6891 1.5863 -0.1829 -0.0699 0.663
Si 19.9942 9.5291 1.3837 0.0172 -0.0624 0.0052
Si 23.3361 11.5953 1.495 0.0011 -0.0279 -0.0146
Si 25.9327 14.3544 1.4803 0.0316 -0.0643 -0.11
Si 28.203 1.2615 0.5167 0.1455 0.0884 -0.0218
Si 25.4711 4.5182 1.3731 0.0889 -0.2881 0.7817
Si 28.6648 6.3237 0.9887 -0.3496 -0.3646 0.4177
Si 25.1586 9.9609 1.5694 -0.1748 0.2003 0.4939
Si 27.6346 12.6189 1.2695 -0.6943 0.0633 0.5138
Si 31.8938 15.1615 0.6876 0.0085 0.0269 0.0994
Si 2.3346 2.2737 2.7387 -0.013 0.0007 -0.1162
Si 32.6069 5.6182 2.6398 -0.0399 -0.0967 -0.0387
Si 2.6422 8.3677 2.8169 -0.011 0.0332 0.065
Si 0.2041 11.0395 2.859 0.0385 0.0646 0.0601
Si 3.1546 13.9032 2.9311 0.0422 -0.0321 -0.0506
Si 4.9821 15.791 2.8839 -0.0785 -0.0954 0.0027
Si 8.6858 3.2345 2.9144 0.0843 0.1165 0.0121
Si 5.9432 5.8988 2.877 0.0048 -0.0048 -0.091
Si 7.5925 7.6595 2.9036 -0.1113 -0.2022 0.455
Si 5.3553 10.8921 2.6938 -0.1269 -0.0162 -0.014
Si 8.205 13.4856 2.4248 -0.021 0.0698 -0.1054
Si 11.5614 0.483 2.8959 0.0256 -0.0202 -0.0198
Si 13.1316 2.2649 2.7895 -0.0057 -0.1419 0.5026
Si 10.3988 5.0906 2.7135 0.0552 0.0099 -0.0023
Si 13.5603 8.1877 2.6848 0.3749 0.2551 0.2386
Si 10.8133 10.6902 2.9677 0.0061 0.0838 0.6356
Si 14.4677 14.241 2.8851 -0.0118 0.0106 0.0147
Si 16.1685 15.9237 3.1715 -0.0353 0.0136 0.0027
Si 18.8881 2.4496 2.5736 -0.0444 -0.0464 0.046
Si 16.7239 5.8184 2.6552 -0.1848 -0.1534 0.6772
Si 18.9249 8.0605 2.9085 0.3884 0.3017 0.1375
Si 16.4782 10.8778 2.7061 0.0013 -0.0031 0.0846
Si 18.9742 13.3808 2.8816 0.0664 0.0347 0.0259
Si 21.3615 16.0539 2.5543 -0.2837 -0.4432 0.4253
Si 24.3057 2.7944 2.4859 0.0023 0.0158 -0.1287
Si 21.7118 5.3817 2.8377 -0.0108 0.0754 -0.0678
Si 24.4402 8.1702 2.9005 0.0246 0.018 0.0169
Si 21.6381 10.6099 2.7784 -0.0558 0.0535 0.0343
Si 24.2954 13.3363 2.7968 -0.0355 0.0119 0.0165
Si 26.7676 16.1873 2.7248 -0.1775 -0.4407 0.3842
Si 30.0752 2.7886 2.5185 0.1803 0.3316 0.3651
Si 27.192 5.4504 2.6297 0.0345 0.0318 -0.0997
Si 30.0839 8.3951 2.8179 0.2899 0.1849 0.4753
Si 26.9609 10.9311 2.7569 0.016 0.0008 -0.069
Si 29.976 13.8475 2.7617 -0.0438 -0.1581 0.6975
Si 31.3757 1.4207 3.9414 0.0174 -0.0691 0.0073
Si 1.3434 4.1141 3.918 0.01 -0.0159 0.0206
Si 31.2178 6.7981 4.1457 -0.0082 0.0391 -0.1207
Si 1.3507 9.5997 4.3138 -0.0177 -0.0105 -0.0751
Si 31.3057 12.3668 4.0528 -0.036 0.0038 -0.031
Si 1.475 15.064 4.0971 -0.0002 0.0713 -0.0315
Si 4.0173 1.2704 4.0978 -0.0465 0.0017 0.02
Si 6.9181 4.1746 4.1811 -0.0138 0.0119 -0.0021
Si 4.0908 6.8903 4.0046 0.0182 -0.0192 -0.0353
Si 6.6989 9.5036 4.0666 0.1162 0.0078 0.002
Si 4.2076 12.279 4.2368 0.0581 -0.0044 -0.015
Si 6.8696 14.8528 3.9501 0.0158 -0.0291 -0.053
Si 9.6995 1.4351 4.0543 -0.011 -0.0475 -0.0305
Si 12.1699 4.0641 4.0037 -0.0691 0.0404 -0.0697
Si 9.4192 6.7249 4.1218 -0.0288 0.0135 -0.0505
Si 12.2884 9.4301 4.2231 0.0145 0 -0.0157
Si 9.5249 12.2952 4.0261 0.0025 0.0079 -0.0213
Si 12.5307 15.0391 4.095 -0.039 -0.0329 -0.0272
Si 14.9461 1.3673 4.1144 -0.0507 -0.0045 0.022
Si 17.7049 4.0444 3.9183 -0.0149 -0.0079 -0.0408
Si 15.0065 6.8274 3.9742 -0.0205 -0.0191 -0.0526
Si 17.6606 9.5141 4.2149 0.0287 0.0054 -0.015
Si 15.1811 12.3147 4.0787 -0.0524 -0.033 -0.0804
Si 17.7187 14.7211 4.3938 -0.0211 0.0002 0.0131
Si 20.306 1.2543 4.0548 -0.0196 -0.0026 -0.0755
Si 23.1498 4.0804 4.111 -0.0034 -0.1022 -0.0005
Si 20.3993 6.7654 4.1784 -0.0174 0.0306 0.0026
Si 23.0243 9.4202 4.2512 -0.0019 0.041 0.0189
Si 20.4666 12.1439 4.1635 0.0495 0.0151 0.0157
Si 22.8978 14.8343 3.9659 -0.0075 0.0824 -0.0772
Si 25.4984 1.3299 4.0101 0.0081 0.0857 0.0193
Si 28.5009 3.9692 3.9272 0.0516 -0.0367 -0.0485
Si 25.9682 6.8626 4.0897 -0.0134 -0.0363 -0.0015
Si 28.5405 9.6717 4.0418 -0.0199 0.0202 0.0047
Si 25.7243 12.2179 4.2579 0.0421 -0.0205 -0.017
Si 28.4621 15.0992 4.041 -0.0337 0.0183 -0.0226
Si 29.9405 16.4101 5.3365 0.0149 -0.0318 0.0094
Si 32.6257 2.8094 5.3797 0.0253 0.0453 -0.0142
Si 29.8305 5.3682 5.3859 -0.0416 -0.0026 -0.0092
Si 32.5935 8.1599 5.5147 -0.0031 -0.0096 -0.0159
Si 29.917 11.0005 5.4092 -0.0009 0.0195 0.0127
Si 32.6705 13.7108 5.402 0.0316 -0.0199 0.0334
Si 2.7463 16.3397 5.5849 -0.0254 0.0064 0.0439
Si 5.4657 2.7026 5.3235 0.0182 -0.0078 0.0184
Si 2.7439 5.4409 5.3046 -0.0413 0.0047 -0.006
Si 5.3622 8.2176 5.4955 -0.0368 0.013 0.0141
Si 2.753 10.9696 5.5661 -0.0025 0.0111 0.0015
Si 5.6299 13.5723 5.5258 0.0164 0.0287 0.0266
Si 8.2224 16.3279 5.2626 -0.0499 0.0004 0.0187
Si 10.9475 2.7465 5.5408 0.0358 -0.0254 -0.0281
Si 8.1738 5.4669 5.6436 -0.0109 0.0088 0.0107
Si 10.8591 8.0668 5.459 -0.0407 -0.0305 0.0406
Si 8.1543 10.8815 5.3754 0.0016 0.0267 -0.0088
Si 10.9924 13.653 5.3165 0.021 -0.0448 -0.0296
Si 13.6973 16.3569 5.6117 0.0162 0.0204 -0.0283
Si 16.3319 2.7707 5.3708 0.0013 -0.0024 0.0227
Si 13.6199 5.4254 5.3062 0.0182 -0.0096 0.0355
Si 16.2672 8.1457 5.4869 -0.0461 -0.0262 -0.0084
Si 13.6835 10.9303 5.3891 0.0564 0.0153 -0.0059
Si 16.3615 13.4624 5.7309 -0.0454 0.0206 0.0405
Si 19.0561 16.2531 5.5364 0.0565 -0.0139 -0.0021
Si 21.7179 2.6709 5.3883 0.0259 0.0004 -0.0282
Si 19.0163 5.3521 5.4263 -0.0106 -0.0064 0.0208
Si 21.7297 8.0661 5.5962 -0.0158 -0.0014 0.0159
Si 19.0655 10.839 5.534 -0.0114 0.009 -0.0083
Si 21.7379 13.5381 5.5263 0.0383 -0.0613 0.006
Si 24.2292 16.2607 5.3791 -0.0022 -0.0461 0.02
Si 27.0811 2.641 5.2928 -0.0017 0.032 0.0217
Si 24.5539 5.4496 5.4184 0.0241 0.0305 0.0023
Si 27.2677 8.2392 5.4465 0.0051 0.0008 0.0375
Si 24.4018 10.8231 5.5678 0.0176 0.0012 -0.0168
Si 27.1513 13.671 5.4398 -0.0017 -0.0179 -0.0218
Si 31.2645 15.0376 6.7432 -0.0126 -0.0057 0.0032
Si 1.3305 1.4332 6.7955 -0.0238 -0.0114 -0.0269
Si 31.2386 4.0901 6.7725 0.0016 0.0104 -0.0001
Si 1.3818 6.773 6.7592 0.0054 0.006 -0.008
Si 31.2258 9.5719 6.7952 -0.0091 0.0174 -0.0054
Si 1.3498 12.3448 6.8204 0.0076 0.0232 0.0098
Si 4.1715 14.9455 6.8245 0.0024 0.0181 -0.0469
Si 6.8491 1.3495 6.6852 0.013 -0.029 0.0292
Si 4.1004 4.0838 6.7002 -0.0256 0.0175 0.0001
Si 6.761 6.8677 6.855 0.003 -0.0012 0.0207
Si 4.0734 9.5659 6.8932 -0.0354 -0.0146 0.0183
Si 6.9018 12.1953 6.8742 -0.015 -0.0431 -0.0165
Si 9.5931 14.9941 6.689 0.0025 0.0105 -0.0253
Si 12.2858 1.3799 6.8948 -0.0142 0.0009 0.0263
Si 9.5662 4.0762 6.8993 -0.012 -0.0087 0.0034
Si 12.2644 6.7291 6.7717 0.0164 0.0082 -0.0141
Si 9.5229 9.512 6.7526 -0.0087 0.0213 0.0082
Si 12.276 12.2625 6.743 0.0283 0.0211 0.0037
Si 15.0057 14.942 6.9391 0.0031 0.028 0.0161
Si 17.6589 1.3649 6.7839 -0.0354 -0.0182 -0.0551
Si 14.9548 4.0923 6.7493 -0.0013 -0.0173 0.0061
Si 17.653 6.7439 6.7891 0.0463 0.0109 -0.0265
Si 14.9543 9.5366 6.831 0.0054 0.0411 -0.0439
Si 17.7398 12.1215 6.9922 0.0546 -0.0015 0.0182
Si 20.4026 14.9109 6.8972 0.008 0.0023 -0.0219
Si 23.0117 1.3248 6.816 0.0062 -0.0298 0.0039
Si 20.3904 4.0272 6.7933 -0.0227 0.0113 -0.0008
Si 23.1662 6.73 6.8489 0.0093 -0.0144 0.0099
Si 20.3793 9.4612 6.9011 0.0273 0.0496 0.0095
Si 23.0948 12.2167 6.9025 -0.0074 0.0299 0.0404
Si 25.7379 15.0053 6.7524 -0.0102 -0.0063 -0.0107
Si 28.5191 1.3844 6.7048 -0.0124 0.0138 -0.0078
Si 25.8538 4.0439 6.7591 -0.0009 -0.0163 -0.0084
Si 28.5549 6.7941 6.7774 -0.0114 -0.0156 0.0079
Si 25.8414 9.4936 6.8438 -0.0127 0.0027 0.0252
Si 28.5403 12.3171 6.7906 -0.0058 -0.0248 0.008
Si 32.6118 16.3777 8.1354 -0.0029 -0.0051 0.0175
Si 2.7335 2.7649 8.118 0.0192 0.0197 0.0074
Si 32.6294 5.443 8.1217 0.0228 -0.0026 0.0048
Si 2.6982 8.1523 8.1647 -0.0089 0.0011 -0.0174
Si 32.6188 10.9308 8.1342 0.0177 -0.0045 0.0026
Si 2.7529 13.6411 8.1788 -0.02 -0.0195 0.0165
Si 5.5111 16.3431 8.1292 0.0204 0.0268 0.0009
Si 8.165 2.6852 8.1456 -0.036 -0.0209 -0.0036
Si 5.4157 5.4406 8.1369 -0.0112 -0.0218 -0.0066
Si 8.1677 8.2022 8.1753 -0.0136 0.0058 0.0023
Si 5.4777 10.8934 8.2166 0.0152 -0.0082 0.02
Si 8.2693 13.6229 8.1256 0.0096 -0.0046 -0.0054
Si 10.8876 16.3162 8.1636 -0.0149 0.0013 -0.0005
Si 13.6517 2.7487 8.1938 0.0286 -0.0031 0.0224
Si 10.9393 5.4285 8.2149 0.0245 -0.0003 -0.0073
Si 13.5835 8.1437 8.1422 -0.0124 -0.0087 -0.0167
Si 10.9086 10.8809 8.1016 0.0052 -0.02 -0.0146
Si 13.5937 13.5776 8.2046 -0.0243 0.0137 -0.0029
Si 16.3659 16.3345 8.2262 -0.007 -0.0135 0.0099
Si 19.0243 2.6962 8.1712 0.038 -0.0185 -0.0113
Si 16.2975 5.4216 8.163 -0.033 -0.0016 0.0084
Si 19.0021 8.0899 8.2012 -0.0093 0.0112 -0.003
Si 16.3213 10.7962 8.2714 0.0155 -0.0084 0.0091
Si 19.0603 13.5654 8.274 -0.0027 0.0101 0.0058
Si 21.7309 16.2965 8.2388 -0.0058 0.0047 0.012
Si 24.4541 2.6926 8.1143 -0.0056 0.0147 -0.0041
Si 21.765 5.378 8.168 -0.0083 -0.0109 -0.0058
Si 24.4893 8.1271 8.2031 0.0122 0.0106 -0.0029
Si 21.7347 10.8496 8.2408 -0.0021 0.0131 -0.0008
Si 24.4692 13.6152 8.1874 0.0037 -0.0151 0.0084
Si 27.1585 16.3432 8.0931 -0.003 0.0066 -0.0078
Si 29.8682 2.7284 8.114 0.0109 -0.005 0.0084
Si 27.1849 5.4301 8.1364 0.0036 0.0094 0.0042
Si 29.9001 8.1708 8.1468 0.0093 -0.0029 0.0011
Si 27.1985 10.9089 8.1515 -0.0327 0.0161 -0.006
Si 29.9158 13.6632 8.1304 0.0255 0.0036 0.0023
Si 31.2513 1.3398 20.3193 -0.0044 -0.0012 -0.005
Si 1.3742 4.0737 20.3069 -0.0067 0.0009 -0.0091
Si 31.2543 6.8368 20.338 0.0047 0.0021 0.0004
Si 1.3714 9.5452 20.321 0.0146 0.0018 -0.0032
Si 31.2965 12.2655 20.3553 -0.0027 0.0089 -0.0049
Si 1.3452 14.9221 20.3292 0.0057 -0.0045 -0.002
Si 4.0714 1.3462 20.3414 -0.0177 -0.0006 0.0076
Si 6.8004 4.0764 20.3399 0.0114 0.0039 -0.0068
Si 4.0899 6.8044 20.3192 -0.0003 0.0154 -0.006
Si 6.8104 9.5244 20.3355 -0.0225 0.0043 -0.0035
Si 4.0676 12.2345 20.3377 -0.0013 -0.012 -0.0057
Si 6.7923 14.9371 20.3471 0.0101 -0.0077 0.0044
Si 9.5094 1.3459 20.3479 0.0069 0.0135 -0.0086
Si 12.2433 4.0419 20.3864 -0.0108 0.0017 0.0014
Si 9.5079 6.7668 20.3572 0.0203 -0.0235 -0.0116
Si 12.2342 9.4909 20.3836 -0.0063 0.0276 -0.0042
Si 9.5132 12.2277 20.3774 0.0026 0.0005 -0.0034
Si 12.2603 14.9868 20.4166 -0.0005 -0.0095 -0.0026
Si 14.9589 1.3695 20.4919 0.008 0.0037 -0.0011
Si 17.6896 4.0955 20.5191 0.0009 0.0009 0.001
Si 14.9923 6.7845 20.4467 -0.0028 0.008 0.0149
Si 17.7284 9.5249 20.4622 0.0153 -0.0123 -0.0119
Si 14.998 12.2624 20.4077 -0.0094 0.0081 -0.0137
Si 17.6774 14.9781 20.4666 -0.012 0.0162 -0.0067
Si 20.408 1.3707 20.4934 0.0015 -0.0201 0.0037
Si 23.1211 4.093 20.4892 0.0002 0.0278 -0.0004
Si 20.4062 6.7947 20.5178 -0.0102 0.0146 -0.002
Si 23.1104 9.494 20.4934 0.0053 -0.0137 0.0108
Si 20.4022 12.2401 20.4824 0.0035 -0.011 -0.0015
Si 23.0968 14.9719 20.4594 0.0085 -0.0149 -0.0092
Si 25.817 1.39 20.4311 -0.0006 0.0062 -0.0069
Si 28.5244 4.0903 20.3678 -0.0004 -0.0013 -0.0014
Si 25.8287 6.7963 20.4324 -0.0034 -0.0161 0.0041
Si 28.565 9.5293 20.4112 0.0126 -0.0009 0.0153
Si 25.8399 12.2328 20.4258 -0.0003 0.0012 -0.0039
Si 28.5656 14.974 20.3769 -0.0032 0.005 -0.0012
Si 29.9144 16.3366 21.7409 0.0014 0.0119 0.0127
Si 32.633 2.7012 21.6141 0.0139 0.0184 0.0059
Si 29.8859 5.4726 21.6803 -0.0162 0.0123 -0.001
Si 32.6239 8.2201 21.6596 -0.0057 -0.0018 -0.0006
Si 29.9471 10.9277 21.7255 -0.0143 -0.0145 -0.0051
Si 32.645 13.5999 21.7492 -0.0154 -0.012 0.0102
Si 2.7305 16.2456 21.6639 0.0139 0.0075 0.0014
Si 5.4298 2.7257 21.6823 -0.0039 -0.0018 -0.0001
Si 2.7438 5.4259 21.6593 0.0083 -0.0069 -0.0004
Si 5.4528 8.164 21.6729 -0.0034 -0.0237 -0.0009
Si 2.7232 10.8803 21.7111 -0.0186 -0.0039 0.0082
Si 5.4326 13.5714 21.6992 -0.0075 0.013 0.0067
Si 8.1544 16.2996 21.6926 0.0052 0.0033 -0.0192
Si 10.8482 2.6942 21.7235 -0.011 -0.0271 -0.0332
Si 8.1559 5.4092 21.7272 -0.0049 0.0221 -0.0067
Si 10.8402 8.1296 21.7191 -0.0247 0.0075 -0.0116
Si 8.1612 10.8502 21.7354 0.0277 -0.0089 0.0263
Si 10.8646 13.6176 21.7128 -0.0209 0.014 0.0074
Si 13.5951 16.3215 21.8531 -0.0042 -0.0035 0.0214
Si 16.2988 2.7545 21.8774 -0.0019 0.0054 0.0107
Si 13.6174 5.3762 21.7473 0.0064 -0.0229 0.0013
Si 16.3823 8.1465 21.8024 -0.0087 0.0025 -0.0111
Si 13.6403 10.8534 21.6867 -0.0018 -0.0304 -0.0164
Si 16.3224 13.6175 21.8253 0.009 -0.0096 -0.003
Si 19.009 16.3562 21.8443 0.0142 -0.0111 -0.0169
Si 21.7683 2.7349 21.8682 -0.0113 0.0058 -0.0089
Si 19.0618 5.4385 21.9169 0.0071 -0.0051 0.0049
Si 21.7535 8.1442 21.9091 0.0133 -0.0088 0.0061
Si 19.0666 10.8754 21.8712 -0.0237 -0.021 0.0003
Si 21.7328 13.6268 21.8438 0.0107 0.0374 0.0144
Si 24.4475 16.3608 21.7958 -0.0178 0.0159 -0.0067
Si 27.179 2.7612 21.779 -0.0022 0.0145 -0.009
Si 24.501 5.4461 21.8489 -0.0091 -0.0054 -0.0144
Si 27.1999 8.1564 21.7695 0.015 -0.0129 -0.0081
Si 24.4952 10.8695 21.81 0.0139 0.0058 -0.0008
Si 27.2288 13.6064 21.7403 0.0052 0.0056 -0.006
Si 31.2753 14.9755 23.1033 0.0152 -0.0039 -0.0146
Si 1.34 1.3063 22.9235 -0.0449 -0.0142 0.0009
Si 31.2753 4.0803 22.9299 0.0096 0.0195 -0.0048
Si 1.3415 6.8089 22.9234 -0.036 -0.015 -0.0327
Si 31.3229 9.593 23.0754 0.022 0.017 0.0107
Si 1.3674 12.2188 23.1046 -0.0226 0.0053 -0.0253
Si 4.0729 14.9018 23.0761 -0.0049 -0.0064 0.0271
Si 6.7563 1.3186 23.0104 -0.005 -0.007 -0.0173
Si 4.1166 4.1083 23.061 -0.0019 0.0449 0.0108
Si 6.7978 6.8102 23.0406 0.0173 -0.0084 -0.0104
Si 4.1177 9.5212 23.0362 0.0028 0.02 0.0298
Si 6.7969 12.2309 23.0646 0.027 0.0174 0.0094
Si 9.5086 14.9803 23.0901 -0.001 -0.0092 0.0067
Si 12.1625 1.3772 23.1495 -0.0034 0.007 -0.0169
Si 9.4829 4.0149 23.0908 0.0208 0.0134 0.0549
Si 12.2288 6.7496 23 -0.0303 0.0091 -0.0013
Si 9.4559 9.433 23.1212 -0.0278 -0.0117 -0.0154
Si 12.2325 12.1932 22.9652 -0.0121 0.0156 -0.0266
Si 14.9645 14.9487 23.2268 0.0163 0.0025 0.0304
Si 17.6716 1.4093 23.2346 -0.0102 0.0062 0.0037
Si 14.9056 4.0875 23.2596 -0.0126 0.0015 0.0043
Si 17.6784 6.8019 23.268 0.0121 0.0296 0.0116
Si 15.0326 9.5625 23.078 -0.0069 -0.0056 0.0017
Si 17.7042 12.2782 23.1908 0.0148 0.035 -0.0261
Si 20.353 15.0059 23.2129 0.0081 -0.0151 0.0018
Si 23.1302 1.3918 23.241 0.0402 -0.0232 0.0271
Si 20.4281 4.0655 23.293 0.0212 -0.0041 0.0011
Si 23.1616 6.7857 23.2512 0.0205 -0.0119 0.0119
Si 20.3777 9.4967 23.2951 -0.0153 0.0211 0.0336
Si 23.1095 12.2254 23.1469 0.0002 -0.0009 -0.0174
Si 25.8555 14.9805 23.0509 0.0115 -0.0076 -0.0312
Si 28.5581 1.4031 23.0948 0.0204 -0.0062 -0.0082
Si 25.8601 4.0935 23.2293 -0.0003 0.0029 0.0051
Si 28.5455 6.7799 23.1202 -0.0436 -0.0307 0.0185
Si 25.9025 9.5343 23.1655 0.011 -0.0093 0.0132
Si 28.6172 12.2852 23.1151 0.0082 0.0175 0
Si 32.6607 16.3605 24.3896 -0.0348 -0.0121 -0.0091
Si 2.7043 2.6409 24.2187 0.0826 -0.0137 -0.024
Si 32.614 5.4524 24.2371 -0.0083 -0.0102 -0.0705
Si 2.6945 8.1274 24.2641 0.0167 -0.0237 0.0068
Si 32.6452 10.9277 24.5336 0.0011 0.0024 -0.0315
Si 2.7472 13.5314 24.4731 0.0105 -0.0225 -0.0106
Si 5.4298 16.2905 24.3975 -0.0297 0.0075 -0.0321
Si 8.0648 2.6332 24.4122 0.0131 -0.0032 0.0169
Si 5.4803 5.5099 24.4478 0.0098 0.0432 -0.0361
Si 8.0555 8.0985 24.5479 -0.0187 0.0039 0.0005
Si 5.4846 10.8541 24.4401 0.0101 -0.0209 0.0194
Si 8.129 13.6283 24.4152 -0.0075 0.0408 0.0191
Si 10.8134 16.334 24.5234 0.0048 0.0186 0.0198
Si 13.4467 2.7333 24.5704 0.0047 0.0192 0.0239
Si 10.8626 5.4292 24.3715 -0.016 0.0074 -0.0119
Si 13.6421 8.1178 24.2514 0.0029 0.0187 -0.0456
Si 10.8952 10.8356 24.3044 0.0162 -0.012 -0.0381
Si 13.5127 13.4792 24.4104 0.0504 -0.0081 -0.0223
Si 16.3234 16.3756 24.6015 0.0188 0.0004 0.0649
Si 18.9844 2.7713 24.6784 -0.0091 0.0317 0.0159
Si 16.2446 5.4992 24.6391 -0.0105 -0.0371 -0.0043
Si 19.0109 8.1297 24.7187 0.0083 0.0088 -0.0087
Si 16.3442 10.9243 24.5223 0.0123 -0.0015 0.0265
Si 19.0085 13.6538 24.6094 -0.0225 -0.0101 0.0161
Si 21.6666 16.4104 24.5687 -0.0324 -0.0076 0.0387
Si 24.5747 2.6777 24.6351 -0.0111 0.0249 -0.0392
Si 21.9 5.3406 24.6541 0.0182 0.0169 0.0004
Si 24.5436 8.2033 24.5537 -0.0223 -0.0152 -0.0133
Si 21.7734 10.9059 24.5896 0.0167 -0.0238 0.0037
Si 24.5178 13.6201 24.3895 0.0226 0.0159 0.0166
Si 27.196 16.327 24.4166 -0.0358 0.0109 -0.0172
Si 29.9478 2.8205 24.3676 -0.0229 0.0292 0.0073
Si 27.2339 5.4461 24.6045 0.011 -0.0062 -0.0294
Si 29.9406 8.2086 24.3438 -0.0087 -0.0085 -0.0534
Si 27.3204 10.9025 24.4862 0.0302 -0.0084 -0.0002
Si 29.9326 13.6556 24.528 0.0075 0.0037 -0.0135
Si 31.2812 1.4391 25.6924 -0.0215 -0.0424 0.0265
Si 1.3315 4.0191 25.4535 -0.1722 -0.0345 -0.017
Si 31.2667 6.7966 25.5958 0.0136 0.0284 0.0123
Si 1.4359 9.4496 25.7067 -0.0239 0.0315 0.002
Si 31.3256 12.3702 25.9302 0.023 0.0024 0.0483
Si 1.3871 14.9893 25.7093 -0.0454 0.0061 0.0312
Si 4.0386 1.3668 25.659 0.0239 0.0285 0.0535
Si 6.8269 4.0886 25.7802 0.0103 0.0152 0.035
Si 4.0079 6.8682 25.7234 0.0498 -0.0448 0.0562
Si 4.756 8.6028 27.1909 -0.0451 0.0281 -0.0038
Si 4.1171 12.1332 25.8412 -0.0826 0.0242 -0.0144
Si 6.7511 14.9587 25.8221 0.0555 -0.0029 0.029
Si 9.3599 1.316 25.894 -0.0121 0.0015 0.0533
Si 12.1178 4.1813 25.913 0.0175 -0.0039 0.0705
Si 9.4787 6.6769 25.7878 -0.0188 -0.0275 0.0074
Si 12.3023 9.4444 25.5436 -0.0373 -0.0049 0.0772
Si 9.5016 12.1487 25.6049 -0.019 0.003 0.0451
Si 12.1256 14.8091 25.7426 0.0142 0.0168 0.0037
Si 14.6799 1.2198 25.8706 -0.0272 -0.0343 0.0267
Si 17.6106 4.1902 26.04 0.2097 0.2064 -0.3575
Si 14.8636 6.975 25.881 0.0541 -0.0184 0.048
Si 17.5945 9.5996 26.0361 -0.0204 -0.0713 0.0389
Si 14.8667 12.1913 25.8569 -0.014 -0.0305 0.0375
Si 17.6602 15.0053 26.031 0.0108 -0.0036 0.0299
Si 20.3275 1.4226 26.091 0.0295 0.0136 -0.0042
Si 23.2875 3.9818 26.1109 -0.0128 0.0455 0.0371
Si 20.5141 6.6989 25.9602 -0.0975 -0.0439 0.0158
Si 23.226 9.5957 25.9246 -0.0045 0.0024 0.0002
Si 20.4136 12.3021 25.9466 -0.0159 0.0368 -0.0193
Si 23.1265 14.9775 25.6903 0.026 0.0121 0.0322
Si 25.9712 1.2804 25.9596 0.0632 0.0249 0.0538
Si 28.6569 4.0562 25.9206 -0.0212 0.0315 0.0316
Si 25.9137 6.9038 25.9589 -0.0303 -0.0406 0.0114
Si 28.7541 9.5606 25.8355 -0.0034 -0.0377 0.0545
Si 25.9455 12.3272 25.7434 -0.0032 0.0561 0.063
Si 28.5503 15.0676 25.8327 0.0188 0.0098 0.0155
Si 29.6914 16.7261 27.0535 -0.2835 0.224 -0.423
Si 32.5334 2.9426 26.9627 -0.3674 0.3299 -0.4213
Si 29.9186 5.6695 27.1542 -0.0368 -0.1032 0.0183
Si 32.8901 7.821 26.9011 0.3439 -0.2074 -0.5424
Si 30.1295 10.8774 27.2834 -0.0229 0.052 0.0662
Si 32.7367 13.7834 27.2334 -0.413 0.3259 -0.1568
Si 2.8229 16.2497 27.0331 -0.0033 0.0194 0.0965
Si 5.1374 2.9781 26.9524 0.1404 -0.1429 -0.6676
Si 2.8629 5.1217 26.7851 -0.3251 0.4576 -0.0886
Si 6.6885 9.4741 25.9565 -0.0286 -0.0427 0.0664
Si 3.0722 10.4099 27.0959 0.0138 -0.0371 0.0844
Si 5.5248 13.4621 27.1856 0.0574 -0.0187 0.0415
Si 8.0307 16.2699 27.3615 -0.0131 0.0392 0.1322
Si 10.3131 3.1246 27.0512 -0.0425 -0.0001 -0.0207
Si 8.6092 4.8968 27.1306 0.0263 0.0237 0.0308
Si 10.1214 9.7451 28.2388 0.0836 0.0605 -0.0518
Si 8.318 10.796 27.082 -0.0392 -0.0592 0.0039
Si 10.7505 13.4587 27.0592 -0.3426 0.3375 -0.2869
Si 13.8858 15.6107 27.036 0.2453 -0.1585 -0.5293
Si 15.6229 2.3115 27.6582 -0.3016 -0.0369 -0.6038
Si 13.2314 5.9303 27.1825 0.0129 -0.225 -0.6431
Si 15.713 8.7192 27.2815 0.0161 0.0726 0.0548
Si 13.8859 10.3722 27.0295 0.1198 -0.052 0.017
Si 15.7814 13.9857 27.1034 0.0016 0.0007 -0.023
Si 19.1266 16.2557 27.5417 -0.0477 -0.0527 0.0432
Si 21.9075 2.5488 27.4694 -0.0063 0.0656 0.0808
Si 19.0834 5.4289 27.3685 0.1692 0.0004 -0.6382
Si 21.8979 8.1228 27.1849 0.0847 -0.0199 0.0612
Si 19.147 10.8801 27.3222 0.2664 -0.2926 -0.3749
Si 21.9024 13.6618 27.1798 0.0696 -0.0685 0.0596
Si 24.4425 16.2111 27.1491 0.0005 -0.0217 -0.0034
Si 27.8874 2.1354 27.1648 0.1834 -0.1722 -0.6635
Si 24.8135 5.3517 27.3741 -0.1543 0.1189 -0.7036
Si 27.2894 8.3639 27.2333 -0.0815 0.0638 0.0281
Si 24.6219 11.0532 27.1804 -0.0844 -0.0127 0.0241
Si 27.1283 13.7899 27.1961 -0.361 0.2976 -0.3993
Si 31.8295 15.3073 28.8755 0.2763 -0.3068 -0.6121
Si 1.5925 0.9923 28.6809 0.2256 -0.3316 -0.3423
Si 31.7122 4.7047 28.251 0.268 0.1734 -0.5803
Si 1.1252 5.9731 28.0588 -0.3148 -0.2559 -0.508
Si 31.7098 9.941 28.7614 -0.2773 0.3372 -0.4542
Si 5.2246 7.5173 29.2423 -0.2748 0.2448 -0.5336
Si 4.2987 15.0458 28.3924 -0.0163 -0.221 -0.7486
Si 6.4621 0.9547 28.9014 0.5192 -0.2509 -0.5489
Si 2.8053 5.8202 30.4517 0.0493 0.0155 -0.024
Si 7.8044 5.8668 29.1294 0.2374 -0.2655 -0.4684
Si 1.7762 11.5499 28.7443 0.3595 -0.3233 -0.5048
Si 7.4087 12.5641 28.3336 0.0412 0.1937 -0.56
Si 8.9806 14.3317 28.3878 -0.0428 -0.0038 -0.0806
Si 12.4616 16.1742 29.8855 0.0307 0.0357 -0.114
Si 12.7425 4.7127 32.0171 -0.0262 0.0744 0.0455
Si 11.0173 8.0344 26.8954 -0.365 0.3837 -0.1886
Si 9.3899 8.5272 30.0457 0.068 0.4069 -0.4505
Si 12.1667 11.0703 28.4996 -0.2273 -0.6161 -0.2909
Si 16.1856 13.8372 29.4088 -0.0755 -0.0362 -0.7584
Si 17.4622 16.668 29.1821 0.6506 -0.0415 -0.3458
Si 13.7882 4.1646 29.4151 0.0954 0.0296 -0.0027
Si 18.7825 7.3057 29.7382 0.1141 -0.0304 0.0474
Si 16.1995 8.647 29.6317 -0.1135 -0.0861 -0.6529
Si 17.7753 11.3713 30.0445 0.1029 -0.0861 -0.003
Si 21.0274 15.2801 28.6096 0.0701 0.2888 -0.4076
Si 22.8195 17.0446 28.6112 0.0131 0.0232 -0.054
Si 20.7868 3.5781 29.2493 0.3539 -0.243 -0.4503
Si 23.1161 7.2869 28.9632 -0.342 0.0132 -0.5439
Si 20.5882 9.4887 28.4838 -0.0072 -0.0113 -0.7291
Si 23.6281 12.7551 28.4792 0.2232 0.1193 -0.5764
Si 25.3022 14.4901 28.4523 -0.0688 -0.086 0.0523
Si 31.5457 13.6214 31.5564 -0.0138 0.1783 -0.0474
Si 26.4236 3.6109 29.2762 0.0616 0.0739 0.0014
Si 28.7448 7.1929 28.5979 0.3877 0.2832 -0.3231
Si 26.4244 10.2275 28.4038 0.1524 -0.0075 -0.5799
Si 28.3544 11.5869 28.6788 0.1004 -0.4818 -0.393
Si 29.0433 15.3503 36.4514 -0.1571 0.1325 -0.0115
Si 4.2903 14.803 35.7852 -0.047 -0.0991 0.0157
Si 26.3491 5.1988 35.9812 0.1165 0.047 0.0846
Si 5.5055 5.8647 36.0137 -0.0229 0.0289 0.0068
Si 30.1229 8.1525 30.2558 -0.2779 0.008 -0.4865
Si 31.0297 3.1611 36.5293 0.074 0.0209 0.0359
Si 6.1081 1.9587 31.6869 0.0248 0.0124 -0.0907
Si 12.749 6.221 38.0244 -0.661 -0.0138 -0.3335
Si 7.0277 7.1776 33.7538 0.1621 0.0007 0.0441
Si 6.5983 9.9532 37.6659 0.0236 -0.0459 -0.0712
Si 1.1148 14.8942 35.4264 0.1135 -0.0321 0.0207
Si 10.0158 14.1735 30.4768 -0.4605 0.0308 -0.3779
Si 14.5504 8.2148 32.0686 -0.0018 -0.0126 0.0117
Si 11.579 7.4355 31.9159 0.0577 -0.0397 0.021
Si 14.2899 15.2695 35.6144 -0.1322 -0.1377 -0.1313
Si 18.1186 1.779 35.9625 -0.0226 0.0933 0.0503
Si 14.0309 14.3118 31.3594 -0.1334 -0.0065 0.0231
Si 16.1885 9.6725 38.6001 0.0184 0.0709 0.0172
Si 22.125 9.2692 39.4846 -0.3001 0.4625 0.28
Si 25.6181 15.3999 30.5674 -0.1212 -0.3164 -0.5361
Si 22.3904 11.0546 30.6486 -0.0463 0.0347 -0.1041
Si 9.9686 8.0845 34.4702 -0.0683 0.1453 -0.0128
Si 21.2547 6.0148 30.9627 -0.0997 0.0697 -0.0029
Si 23.3986 15.0865 32.7889 0.0455 0.122 -0.0259
Si 29.2265 5.4269 36.0698 -0.0493 0.091 0.0377
Si 26.2937 7.5862 32.8241 0.113 0.0315 -0.0966
Si 27.8562 4.723 38.4534 -0.0227 0.0563 0.0565
Si 20.6892 15.0075 31.6122 0.0036 -0.0295 -0.0052
Si 26.9897 11.1054 38.2568 0.2478 0.7245 -0.0715
Si 25.8188 15.6094 39.1028 0.3403 0.1661 0.7206
Si 1.9721 3.0628 33.4727 0.0012 0.0756 0.1461
Si 31.0062 5.4154 31.0546 -0.0839 0.0246 -0.0074
Si 29.4276 9.1415 38.1666 0.0457 -0.0047 0.1807
Si 24.5613 11.9499 36.7413 -0.0052 0.039 0.0472
Si 24.7042 3.0061 35.4277 -0.0431 -0.19 0.063
Si 20.4206 14.7716 39.1746 -0.0238 0.6073 0.4187
Si 33.275 4.3982 38.2084 0.0138 -0.0004 0.1359
Si 0.9019 5.694 32.8899 0.0033 0.013 -0.1023
Si 1.5488 13.3207 32.8763 -0.0344 -0.0073 0.1418
Si 14.7045 7.3438 35.6799 -0.047 -0.3501 -0.346
Si 27.7315 14.5642 32.6616 -0.0268 -0.002 0.0908
Si 5.9302 16.7876 34.4132 0.0015 -0.0496 0.0146
Si 13.1166 1.6836 35.0094 -0.0284 0.0854 0.0757
Si 10.826 3.1476 36.2095 0.0578 0.0646 0.0509
Si 4.4474 3.0495 35.3447 -0.0134 -0.0077 0.0635
Si 3.1649 2.7981 30.7088 0.0498 0.0272 -0.0814
Si 4.3963 16.2236 38.4814 0.6038 0.1907 0.3286
Si 8.7542 14.7819 37.6499 0.0025 0.1061 -0.5987
Si 4.6897 11.7073 36.3104 0.0266 0.0528 0.0664
Si 14.9429 9.9888 34.3841 -0.0665 -0.0313 0.0714
Si 6.4124 12.1478 31.2686 0.1256 0.0044 -0.1011
Si 17.2236 9.0275 35.9912 -0.1283 -0.0089 -0.1254
Si 10.503 2.1816 39.0708 0.0302 -0.0477 0.0619
Si 4.0911 10.5041 38.9725 -0.441 -0.0451 0.5526
Si 20.2135 3.9617 36.0676 0.0381 0.1068 0.0854
Si 17.1375 2.8083 38.7756 -0.1351 0.0958 0.0025
Si 11.1461 2.6642 29.1745 -0.291 -0.1685 -0.6044
Si 18.8176 15.0774 36.4813 -0.0084 0.0413 0.1464
Si 10.7128 11.1369 33.7685 -0.036 -0.052 0.0388
Si 21.5164 6.0309 34.1205 -0.0072 0.1148 0.0051
Si 14.7853 5.8202 33.8766 -0.0546 0.3159 0.5178
Si 21.4578 6.1859 39.2899 0.3556 -0.3668 0.5192
Si 19.8793 11.0672 32.4658 -0.009 -0.0243 -0.074
Si 10.4228 1.2835 34.0234 -0.1155 -0.101 0.1005
Si 22.7932 4.0862 37.7754 0.0427 0.078 0.1176
Si 18.64 5.3899 38.0958 -0.1614 -0.0343 -0.1509
Si 22.6637 9.6777 36.3552 0.0176 -0.0927 -0.0114
Si 24.2543 7.1182 35.2556 -0.0772 0.1241 -0.0045
Si 2.1095 10.9807 34.936 0.0297 0.0257 0.0659
Si 30.3113 15.5904 33.6551 -0.0365 0.1151 -0.0255
Si 27.8818 5.5183 31.1028 0.1689 0.0703 -0.1004
Si 17.4635 1.3919 32.077 -0.0811 -0.0121 -0.061
Si 25.4143 14.2428 34.8617 0.0824 0.0543 -0.0979
Si 28.8907 9.0689 32.9625 0.0315 -0.1097 -0.0975
Si 0.9231 8.1051 34.873 -0.0183 -0.0277 -0.0255
Si 2.1924 9.0363 39.0709 0.1857 0.33 0.5816
Si 23.5037 13.8124 39.1612 0.2505 -0.2342 0.3929
Si 27.7203 13.2948 38.1605 -0.1147 -0.6011 -0.0119
Si 3.477 13.2106 30.6692 -0.0595 -0.0396 -0.0936
Si 10.5768 6.2556 36.9582 0.574 0.0248 0.3785
Si 29.1384 11.8769 31.713 -0.0667 0.0618 -0.0958
Si 13.1473 12.402 35.1908 0.0553 0.0049 -0.1486
Si 32.1951 10.5403 38.9767 0.2588 -0.035 0.5769
Si 33.3911 12.6047 37.2725 0.0239 0.0948 -0.0657
Si 10.2058 3.0526 31.8579 0.0363 0.051 0.0157
Si 7.6494 7.1115 37.8302 0.0073 0.0874 -0.0351
Si 6.5687 16.1272 39.4211 -0.4965 0.6398 0.2692
Si 7.726 4.5837 32.0119 -0.0292 0.0574 -0.0704
Si 11.9846 12.012 31.237 0.0115 0.019 0.0553
Si 8.5983 13.354 33.0232 0.1212 0.0464 -0.027
Si 16.0965 14.2823 37.872 0.0064 0.02 0.0241
Si 14.3284 11.7404 37.937 0.0794 0.0368 -0.0141
Si 20.3299 1.8215 31.8477 0.0014 0.0807 0.0247
Si 16.314 15.0376 33.37 -0.0335 0.0902 -0.0222
Si 6.7599 9.1749 31.4526 0.1374 -0.0636 -0.0719
Si 8.3968 12.1419 39.1016 -0.0753 0.4303 0.431
Si 23.0143 1.8682 33.0132 -0.0118 -0.1225 -0.0315
Si 2.6053 6.6495 37.1105 0.0186 0.0199 0.0203
Si 30.5399 17.0614 38.4831 0.0632 -0.039 0.0339
Si 26.279 16.7341 36.4588 0.1103 0.0057 -0.0155
Si 18.944 13.6825 33.7949 0.0865 0.03 -0.0343
Si 15.8752 2.9355 33.9665 -0.0374 0.1111 0.0573
Si 20.1276 8.8521 34.6443 0.002 0.0749 -0.0016
Si 8.6317 15.434 35.3192 0.1075 -0.1245 0.6273
Si 32.4722 1.1755 34.6144 -0.0505 -0.1247 -0.0492
Si 30.5534 7.9971 35.4403 0.011 0.0662 0.0078
Si 24.3027 1.6874 30.2027 -0.4749 -0.3737 -0.321
Si 24.7742 9.2131 30.5879 0.0234 0.1458 0.0199
Si 31.2332 1.3833 9.4947 -0.0114 -0.0118 0.0069
Si 1.3554 4.0965 9.4914 -0.0042 -0.0083 0.0023
Si 31.2816 6.8165 9.49 0.0038 0.0164 0.0055
Si 1.3318 9.5399 9.4912 0.0028 -0.0057 0.0008
Si 31.2615 12.2819 9.4973 -0.0215 0.0054 -0.0082
Si 1.3565 15.0113 9.489 0.0214 0.0261 -0.002
Si 4.1079 1.3854 9.4643 -0.0132 -0.0028 0.0031
Si 6.7966 4.0714 9.4819 0.0092 0.0168 0.0071
Si 4.0659 6.7937 9.5146 0.0005 0.002 0.0096
Si 6.8257 9.5327 9.5633 0.0019 0.0003 0.0153
Si 4.092 12.2596 9.5331 -0.0142 -0.0111 0.0059
Si 6.8651 14.9688 9.4827 -0.014 -0.0048 -0.0055
Si 9.5247 1.3443 9.5238 0.0008 -0.0003 0.0179
Si 12.2876 4.0783 9.5709 -0.0109 -0.0091 0.0121
Si 9.5418 6.8155 9.5122 -0.0012 0.0037 -0.0063
Si 12.2407 9.5146 9.502 -0.0127 0.006 -0.004
Si 9.5837 12.247 9.5031 0.0175 0.0193 0.0054
Si 12.2393 14.9537 9.5404 -0.0039 -0.0108 0.0138
Si 14.9903 1.3719 9.5588 -0.0076 0.01 0.0176
Si 17.6721 4.0678 9.5288 -0.0161 -0.0007 -0.0107
Si 14.956 6.7986 9.5251 0.0236 0.005 -0.0088
Si 17.682 9.4463 9.6063 -0.0103 -0.0135 0.0073
Si 14.9596 12.2149 9.5648 0.014 0.015 0.0032
Si 17.6982 14.9561 9.5888 0.0217 0.0172 0.0177
Si 20.3672 1.348 9.5667 -0.0016 -0.0277 0.0049
Si 23.1182 4.0343 9.5292 -0.0094 -0.0139 0.0053
Si 20.4063 6.753 9.5326 0.0071 0.0094 -0.0076
Si 23.1242 9.4941 9.5587 0.004 -0.0021 -0.0018
Si 20.4121 12.2129 9.6206 -0.001 -0.0082 0.0032
Si 23.118 14.9537 9.5721 0.009 0.012 0.0016
Si 25.8223 1.3655 9.4969 0.0155 0.0036 -0.0003
Si 28.5463 4.0891 9.5041 0.0045 0.024 0.0055
Si 25.8408 6.7683 9.5409 -0.016 -0.0239 0.0047
Si 28.5415 9.5297 9.5099 -0.0067 -0.0175 -0.0051
Si 25.8354 12.2499 9.529 0.0193 0.0121 0.0028
Si 28.5228 14.9949 9.481 -0.0102 -0.0261 0.0037
Si 29.8842 16.3396 10.8577 -0.0062 0.0157 -0.0012
Si 32.6221 2.7346 10.8424 0.0049 -0.0001 -0.0015
Si 29.9147 5.4543 10.8526 -0.0016 -0.0097 0.0006
Si 32.6235 8.1787 10.8601 -0.005 0.0024 0.0064
Si 29.9052 10.9025 10.8563 0.0094 -0.0037 -0.0036
Si 32.6364 13.6344 10.8465 0.0089 -0.0163 -0.0005
Si 2.7335 16.357 10.8376 -0.0094 0.0017 0.0073
Si 5.4449 2.7279 10.8579 -0.0078 0.0037 0.0035
Si 2.7033 5.446 10.8709 -0.0168 0.0124 0.003
Si 5.4453 8.1484 10.8722 0.0142 -0.0099 -0.0031
Si 2.7148 10.8824 10.8555 0.01 -0.0028 0.0002
Si 5.4765 13.6261 10.8517 -0.0046 -0.0007 -0.003
Si 8.1831 16.3108 10.8892 0.0084 -0.0055 0.0073
Si 10.8983 2.7052 10.8818 0.006 -0.0003 -0.0033
Si 8.1718 5.4317 10.8448 -0.0002 -0.0065 -0.0031
Si 10.8921 8.1679 10.8835 -0.0032 0.0149 0.0058
Si 8.2015 10.9061 10.8775 -0.0092 -0.0044 -0.0002
Si 10.9095 13.5876 10.9063 0.0023 -0.0113 0.0015
Si 13.6132 16.3175 10.8903 0.0008 0.0035 -0.0033
Si 16.34 2.7216 10.9239 0.003 -0.0129 0.0052
Si 13.6267 5.4483 10.9198 -0.0081 0.0059 0.0002
Si 16.3106 8.1117 10.9416 0.0077 -0.0005 0.0056
Si 13.6018 10.849 10.9031 -0.0027 -0.0061 -0.0016
Si 16.3206 13.5865 10.9194 -0.0105 0.0131 -0.0074
Si 19.0436 16.311 10.9514 0.0025 0.0023 0.0081
Si 21.751 2.7007 10.9086 0.0067 -0.0036 -0.009
Si 19.0397 5.4136 10.9017 -0.0009 -0.0013 -0.0022
Si 21.7515 8.1318 10.9016 -0.001 0.0078 -0.0037
Si 19.0356 10.845 10.9437 -0.0037 0.0077 -0.0059
Si 21.7725 13.5924 10.9471 0.0055 -0.0031 -0.0021
Si 24.4816 16.33 10.8974 0.0021 -0.0181 -0.001
Si 27.1781 2.7287 10.8641 -0.0091 0.0073 -0.0033
Si 24.4646 5.4158 10.8906 0.0092 0.0071 0.0022
Si 27.1915 8.1611 10.8791 -0.0056 0.0079 -0.0028
Si 24.4797 10.8799 10.8961 0 0.0124 -0.0046
Si 27.192 13.6211 10.8711 0.0003 -0.0124 0
Si 31.2584 14.9777 12.2075 -0.0121 -0.0022 -0.0014
Si 1.3526 1.3775 12.1993 -0.0026 0.0035 -0.0033
Si 31.268 4.0916 12.2145 0.0068 0.0107 -0.0019
Si 1.3436 6.813 12.2176 0.0088 0.0057 0.0062
Si 31.259 9.5351 12.2158 0.0069 -0.0043 0.0066
Si 1.3511 12.2555 12.2005 -0.0029 -0.0071 -0.0039
Si 4.0934 14.9834 12.1947 0.0063 0.0014 -0.007
Si 6.8084 1.3646 12.2187 -0.0054 -0.0115 -0.0017
Si 4.0755 4.0819 12.2156 0.0006 0.0023 -0.0008
Si 6.8142 6.787 12.2184 -0.0099 0.0059 -0.0029
Si 4.0784 9.5199 12.2137 -0.0143 -0.0062 0.001
Si 6.8224 12.2581 12.2214 0.0103 0.012 0.0002
Si 9.5403 14.951 12.2489 -0.0102 -0.0045 0.0095
Si 12.2574 1.3538 12.2527 -0.0114 -0.0099 -0.0038
Si 9.5349 4.0801 12.2223 0.0041 -0.0035 -0.0087
Si 12.2552 6.8123 12.2557 0.0095 0.0009 -0.0011
Si 9.5427 9.5308 12.2424 0.0051 0.0089 0.0018
Si 12.2629 12.2242 12.2649 0.0023 0.0128 0.0018
Si 14.9666 14.9581 12.2673 -0.0019 -0.0048 -0.0019
Si 17.6869 1.3607 12.2939 0.0083 -0.0067 0.002
Si 14.9843 4.0846 12.2785 0.0101 0.0109 -0.0002
Si 17.6924 6.7673 12.2849 -0.0191 0.0008 0.0003
Si 14.9654 9.5029 12.2791 -0.0041 -0.0066 -0.0002
Si 17.681 12.2275 12.2864 -0.0025 -0.009 -0.0057
Si 20.408 14.9521 12.3008 0.0024 0.0098 0.0005
Si 23.1112 1.3491 12.27 0.0015 0.0071 0.0021
Si 20.3984 4.0656 12.2719 0.0052 -0.0047 -0.0039
Si 23.1123 6.7811 12.2597 -0.0012 -0.0147 0.0003
Si 20.4082 9.492 12.2859 -0.0023 0.0045 0.0004
Si 23.1311 12.2269 12.2851 0.0063 0.0003 0.0011
Si 25.8316 14.9624 12.2524 0.012 0.009 0.0044
Si 28.5325 1.3706 12.2309 0.0007 -0.009 0.0051
Si 25.8248 4.07 12.2516 -0.0034 -0.0041 0.0067
Si 28.5531 6.8028 12.2299 0.0105 0.0059 0.0009
Si 25.8339 9.5168 12.2494 -0.0068 -0.0094 0.0023
Si 28.5444 12.2521 12.2262 -0.0075 0.005 0.0022
Si 32.6274 16.3365 13.5589 0.0136 0.0012 -0.0024
Si 2.7091 2.7273 13.5704 -0.0077 0.0019 0.0021
Si 32.6238 5.4517 13.577 -0.0035 0.0026 0.0009
Si 2.7147 8.1633 13.5704 -0.0049 -0.0069 0.0037
Si 32.6292 10.8939 13.5628 -0.003 -0.0002 -0.0001
Si 2.7261 13.6131 13.5454 0.0052 -0.0061 -0.0011
Si 5.4462 16.3275 13.5738 -0.0041 0.0075 0.0068
Si 8.1762 2.7165 13.5788 -0.002 0.003 -0.0005
Si 5.4448 5.4344 13.5729 0.0047 -0.0047 0.0014
Si 8.1743 8.1552 13.576 -0.0004 -0.0002 -0.0047
Si 5.4508 10.8847 13.5591 0.0039 0.0007 -0.0041
Si 8.1753 13.5986 13.6013 -0.0057 0.0044 0.006
Si 10.9015 16.3099 13.6063 0.0067 -0.0126 -0.0004
Si 13.6183 2.7141 13.6161 -0.0029 0.0022 -0.0064
Si 10.8956 5.436 13.5938 0.0008 0.0061 -0.0014
Si 13.6137 8.1497 13.6413 -0.004 0.0054 0.001
Si 10.9011 10.8714 13.6207 -0.0009 -0.0064 0
Si 13.6198 13.587 13.6254 -0.0029 -0.0111 0.0021
Si 16.3264 16.3135 13.6368 -0.0044 0.0086 0.0022
Si 19.0505 2.7142 13.6514 -0.0087 -0.0073 0.0049
Si 16.3415 5.4232 13.6564 0.0135 -0.0091 0.0063
Si 19.0436 8.1413 13.6451 0.0016 -0.0083 -0.0002
Si 16.3264 10.8665 13.6435 -0.0102 0.011 0.0038
Si 19.0431 13.589 13.6497 0.0019 0.0037 -0.0022
Si 21.7618 16.3179 13.6536 0.0056 -0.0165 0.0059
Si 24.4626 2.7193 13.6237 -0.0012 0.0008 -0.0013
Si 21.7519 5.4327 13.6308 -0.003 0.0111 0.0006
Si 24.4689 8.1577 13.6104 -0.0043 0.0147 -0.0053
Si 21.7644 10.8662 13.639 0.005 0.0064 -0.0012
Si 24.4795 13.6041 13.633 0.0022 0 -0.0021
Si 27.182 16.33 13.6059 -0.0007 0.0006 0.0026
Si 29.9014 2.7342 13.5777 -0.0004 0.0014 -0.0061
Si 27.1861 5.4452 13.5956 -0.0065 0.0043 -0.0061
Si 29.9037 8.1732 13.5854 -0.0038 0.0042 0.001
Si 27.1868 10.8925 13.5995 0.0079 0.0029 -0.0012
Si 29.9037 13.6153 13.5772 0.0132 -0.0093 0.0004
Si 31.2638 1.3696 14.9281 -0.0083 0.0076 -0.0038
Si 1.3469 4.0863 14.9289 0.0047 0.0042 -0.0009
Si 31.2625 6.8096 14.9387 0.0051 -0.0007 -0.0009
Si 1.3495 9.5271 14.917 0.0073 0.0017 -0.005
Si 31.2638 12.2473 14.9227 0.0032 0.0028 -0.0011
Si 1.3557 14.9672 14.9026 -0.006 -0.0061 -0.0052
Si 4.0751 1.3638 14.9216 -0.0025 -0.0043 -0.0022
Si 6.8107 4.0761 14.929 -0.0077 -0.0029 -0.0024
Si 4.0776 6.7978 14.9221 0.0008 0.0074 -0.0012
Si 6.8079 9.5195 14.9208 -0.0006 -0.0024 -0.0006
Si 4.0841 12.2489 14.9072 -0.0102 0.0054 -0.0017
Si 6.8075 14.9669 14.9376 -0.0022 -0.0039 -0.0004
Si 9.5353 1.3565 14.9473 0.0061 -0.0025 -0.0041
Si 12.2591 4.0797 14.9634 0.0056 -0.0067 -0.0039
Si 9.5372 6.8014 14.9444 -0.0009 0.003 -0.003
Si 12.2611 9.519 14.991 0.0005 0.0033 -0.0037
Si 9.5342 12.2358 14.9614 -0.0022 0.0024 0.0004
Si 12.2576 14.9514 14.9723 -0.0013 0.0034 -0.0038
Si 14.9764 1.362 14.9907 -0.0046 -0.0074 0.001
Si 17.7 4.0718 15.0205 -0.0023 0.003 0.0044
Si 14.9817 6.7921 15.0031 0.0024 0.0049 -0.0003
Si 17.6916 9.51 15.0062 0.0002 0.0031 0.0009
Si 14.9772 12.2365 15.0016 -0.0013 0.0079 0.0007
Si 17.6874 14.9604 15.0054 -0.0035 -0.0033 0.0012
Si 20.4017 1.3568 15.0186 0.0047 0.0109 0.0027
Si 23.1037 4.0751 14.9938 0.001 0.0007 0.0026
Si 20.4051 6.7905 15.0081 -0.0012 -0.0008 0.0014
Si 23.123 9.5108 14.9973 -0.0027 -0.0118 0.0004
Si 20.4079 12.2287 15.0046 0.0035 -0.0105 0.0008
Si 23.1163 14.9533 15.0077 0.0087 -0.0017 0.0052
Si 25.8179 1.3574 14.9775 -0.0011 -0.0067 0.0001
Si 28.5425 4.0853 14.9526 0.0036 -0.0009 -0.0011
Si 25.8234 6.7983 14.9667 -0.001 0.001 -0.0003
Si 28.5411 9.5274 14.9528 -0.0006 -0.0017 0.0071
Si 25.8343 12.2402 14.9863 0.0011 -0.0006 0.0011
Si 28.542 14.9629 14.9534 0.0041 0.0028 -0.0005
Si 29.9025 16.3324 16.2943 0.0036 -0.0032 0.0024
Si 32.6218 2.728 16.2879 0.0031 0.0005 -0.0022
Si 29.9007 5.453 16.3038 -0.002 0.0137 0.0017
Si 32.6283 8.1742 16.2837 0.0011 0.0047 -0.0029
Si 29.9051 10.8968 16.2957 0.0079 0.0028 0.0017
Si 32.6338 13.6082 16.2608 0.0074 -0.0019 -0.0037
Si 2.7134 16.3175 16.2701 0.0015 0.0021 -0.0037
Si 5.445 2.715 16.2763 -0.0017 0.0006 0
Si 2.7148 5.4411 16.2817 -0.0027 -0.0056 0.0019
Si 5.4435 8.159 16.2703 -0.007 -0.0004 0.0001
Si 2.7217 10.8843 16.2598 -0.0074 -0.0051 -0.0026
Si 5.4395 13.6011 16.2779 0.0048 0.0009 -0.0008
Si 8.1753 16.3138 16.3018 -0.0062 0.0019 0.0029
Si 10.8984 2.7129 16.3084 -0.0013 0.0036 -0.0033
Si 8.1727 5.4358 16.2868 0.0099 -0.0033 0.0027
Si 10.898 8.1462 16.324 0.0073 0.0056 0.0022
Si 8.1666 10.8658 16.2963 -0.0007 -0.0062 0.0005
Si 10.8964 13.5907 16.3238 0.0008 -0.003 -0.0004
Si 13.618 16.3117 16.3323 -0.0054 -0.0069 -0.0072
Si 16.3375 2.71 16.37 0.0066 0.0031 -0.0007
Si 13.6236 5.4186 16.3462 -0.0071 0.0029 -0.0067
Si 16.3388 8.1515 16.3732 -0.006 -0.0057 0.0015
Si 13.6214 10.8745 16.36 -0.0013 -0.0013 0.003
Si 16.3352 13.5996 16.3668 -0.0047 -0.0051 0.0042
Si 19.0379 16.3199 16.3816 -0.0022 -0.0089 0.0001
Si 21.7506 2.7267 16.3787 0.0006 -0.0034 0.0019
Si 19.0559 5.4359 16.3829 0.0019 -0.0015 -0.0031
Si 21.7635 8.1567 16.3657 0.0051 0.0105 -0.0061
Si 19.0559 10.8694 16.3706 0.0036 0.0086 0.0027
Si 21.7566 13.5933 16.375 -0.0025 0.0052 0.0025
Si 24.4668 16.326 16.3611 0.0036 0.007 0.0026
Si 27.1752 2.7309 16.318 -0.0057 -0.0044 0.0002
Si 24.4596 5.4476 16.3404 -0.0077 -0.0043 -0.0059
Si 27.174 8.1712 16.3184 -0.0024 -0.0038 -0.0036
Si 24.473 10.8827 16.3569 0.0001 0.0042 -0.0015
Si 27.1879 13.6112 16.3377 0.005 0.0011 0.0005
Si 31.2717 14.9588 17.6241 0.008 0.0027 -0.0057
Si 1.346 1.3502 17.6245 0.0004 -0.0015 -0.0055
Si 31.2626 4.0889 17.6535 0.0012 -0.0037 0.0018
Si 1.3509 6.8086 17.631 0.0007 0.0036 -0.0048
Si 31.2702 9.5391 17.6432 0.0011 -0.0053 -0.0003
Si 1.3564 12.2434 17.6064 0.0052 -0.0016 -0.0114
Si 4.0752 14.9603 17.6319 -0.0157 0.0018 0.0017
Si 6.8022 1.3551 17.6387 -0.0006 0.0093 -0.0013
Si 4.0832 4.0739 17.6275 0.0048 -0.0031 -0.0048
Si 6.8052 6.7994 17.6263 -0.0046 0.0062 -0.0001
Si 4.0815 9.5228 17.6183 0.0027 0.0021 0.0008
Si 6.7965 12.2339 17.6324 -0.008 0.0061 0.0022
Si 9.5323 14.9505 17.6701 0.0125 -0.0074 0.0033
Si 12.2578 1.355 17.6749 0.0072 -0.0127 -0.0038
Si 9.5319 4.0748 17.6495 0.0047 -0.0039 0.002
Si 12.2594 6.7823 17.6862 0.0063 -0.0047 -0.0042
Si 9.5319 9.513 17.6631 -0.0042 -0.0016 0.0066
Si 12.2583 12.247 17.6997 -0.0082 0.0016 -0.0021
Si 14.9775 14.9756 17.7156 -0.017 0.0144 -0.0015
Si 17.6897 1.3673 17.7557 -0.0109 -0.0023 0.0048
Si 14.9844 4.071 17.7294 0.0043 -0.01 0.0022
Si 17.705 6.8001 17.7432 0.0016 0.0026 -0.0016
Si 14.9801 9.514 17.7301 0.0025 0.0122 0.0063
Si 17.7011 12.2401 17.7243 0.0042 -0.0036 0.0037
Si 20.3947 14.9555 17.7404 0.0117 -0.0032 0.0004
Si 23.1084 1.3657 17.7328 -0.0033 -0.007 0.0006
Si 20.4019 4.0832 17.7635 -0.0039 0.0061 0.0037
Si 23.1084 6.7928 17.731 -0.0046 0.0109 -0.0035
Si 20.4188 9.5162 17.7419 0.0035 -0.0214 -0.0033
Si 23.1167 12.2342 17.7386 0.0119 -0.0102 0.0022
Si 25.8261 14.9647 17.7147 -0.005 0.0003 0.0007
Si 28.5323 1.3632 17.6618 -0.0016 0.0066 -0.0035
Si 25.8141 4.0856 17.6896 -0.0054 0.0096 -0.001
Si 28.5351 6.8117 17.6651 -0.0025 -0.0018 0.0018
Si 25.8233 9.5133 17.7129 0.0085 0.0008 0.0078
Si 28.5516 12.2425 17.6805 0.0025 -0.0028 0.0059
Si 32.6303 16.3039 18.9826 -0.0058 -0.0058 0.0011
Si 2.7206 2.6998 18.9664 -0.0022 0.0014 -0.0066
Si 32.6296 5.4585 18.9968 0.0123 0.0146 0.0087
Si 2.7217 8.1675 18.9742 -0.0053 -0.0034 0.0046
Si 32.6425 10.9051 18.9822 0.0063 0.0055 -0.0083
Si 2.713 13.5848 18.9704 -0.0144 -0.0035 -0.0031
Si 5.4423 16.3131 18.9912 0.0108 0.004 0.0041
Si 8.1619 2.716 18.9917 0.0032 -0.0063 -0.0041
Si 5.4476 5.4375 18.9764 -0.0067 -0.0086 0.0049
Si 8.1629 8.1438 18.9981 0.011 0.0041 0.0055
Si 5.4353 10.8761 18.9857 0.0027 -0.0012 0.0015
Si 8.1565 13.577 19.0015 -0.0105 -0.0114 0.0028
Si 10.8984 16.3149 19.024 -0.005 0.0057 0
Si 13.6186 2.6879 19.0614 -0.0205 -0.0074 -0.0027
Si 10.8925 5.4162 19.025 0.0044 -0.0009 -0.0066
Si 13.6182 8.1263 19.0642 -0.0237 -0.0181 0.0001
Si 10.8897 10.8733 19.0305 0.0112 0.0047 -0.0027
Si 13.6173 13.6145 19.0626 0.0082 0.0034 -0.0045
Si 16.317 16.334 19.1092 -0.0012 -0.0147 -0.0017
Si 19.0408 2.7302 19.1373 0.0096 0.0087 0.0007
Si 16.3529 5.4304 19.0982 0.0144 0.0124 -0.0004
Si 19.0745 8.1519 19.1129 0 0.0196 -0.0043
Si 16.3575 10.8742 19.0847 -0.0062 -0.0012 0.006
Si 19.0393 13.5985 19.1135 -0.0071 0.0004 0.0074
Si 21.7437 16.3294 19.0989 0 0.0044 0.0032
Si 24.46 2.7451 19.0811 -0.0054 -0.0015 -0.0013
Si 21.7601 5.4479 19.1279 0.0058 -0.0079 -0.0073
Si 24.4588 8.1567 19.0902 -0.0091 -0.0174 -0.0079
Si 21.7675 10.8749 19.1216 0.002 0.0132 0.0043
Si 24.4688 13.6101 19.0927 0.0005 0.0076 0.0029
Si 27.1802 16.3441 19.0574 0.0041 -0.0049 0.0076
Si 29.8884 2.7291 19.0037 -0.0042 -0.0069 0.0066
Si 27.1706 5.4562 19.0305 -0.0019 0.0106 -0.0096
Si 29.8967 8.1909 18.9982 0.0028 0.0069 -0.0086
Si 27.1947 10.8808 19.0525 -0.0109 -0.0101 0.0024
Si 29.9232 13.6191 19.0086 0.0145 0.0041 0.0002
O 0.2608 16.3352 1.1904 0.3845 0.313 -0.4762
O 30.955 14.896 1.9826 -0.0232 0.3562 0.1743
O 3.5844 3.9034 39.1001 -0.5244 0.4738 -0.2417
O 4.1798 4.2103 0.7124 -0.1489 0.1385 -0.0366
O 10.8527 14.5522 0.6744 0.4014 -0.4424 0.3781
O 12.5624 7.2677 1.7349 0.2539 0.0194 0.2233
O 7.9105 8.1295 1.3446 -0.3885 -0.2276 -0.52
O 9.7949 9.7042 2.1659 -0.1567 -0.2452 0.3449
O 11.7428 11.4869 1.9065 -0.1141 0.3811 0.0218
O 13.1426 12.8311 0.3257 -0.2841 0.2524 -0.0587
O 13.2646 2.6103 1.1795 -0.1206 -0.1989 -0.2544
O 15.3689 5.7024 39.3642 0.0601 0.1233 -0.0619
O 16.2168 5.3209 1.1937 0.0145 -0.4883 -0.0316
O 17.8552 6.9534 2.282 0.0302 0.1067 -0.179
O 22.2753 0.5692 1.4692 0.2516 -0.3689 -0.0533
O 27.1093 1.0894 1.6661 -0.3059 0.1326 0.2586
O 29.4834 1.9612 1.2015 0.0852 -0.0729 -0.1801
O 29.1823 7.7044 1.6403 0.0617 0.3249 -0.0186
O 29.1718 13.0438 1.5982 0.5903 0.0471 -0.459
O 16.7582 3.3728 27.2003 0.2151 -0.0464 -0.0171
O 33.063 13.136 31.746 0.1126 -0.4195 -0.2095
O 30.5083 16.1448 28.3822 -0.0711 0.0247 0.4267
O 0.8467 2.3044 28.1258 0.1472 0.0865 0.3922
O 32.13 8.4891 28.1989 -0.2967 -0.4027 0.3222
O 1.2802 12.9132 28.008 0.3216 0.0575 -0.2124
O 5.7617 2.2975 28.3009 -0.2451 0.21 0.4187
O 3.98 4.0574 27.3883 -0.0274 -0.1658 0.1241
O 1.565 6.3823 29.5834 -0.1049 0.5763 0.1352
O 6.3107 6.4051 28.751 -0.1863 -0.3881 -0.3033
O 7.6286 4.9443 30.4417 -0.2863 -0.3064 0.0074
O 11.8074 12.5868 27.9841 0.5124 0.0926 -0.0849
O 13.2595 15.8433 28.5298 -0.1195 0.0115 0.1019
O 13.3516 5.1434 33.4534 -0.4354 0.1541 0.3357
O 14.6817 2.9768 28.8047 0.1819 -0.2067 0.1355
O 12.0891 7.0128 27.6638 -0.1578 0.0046 0.3275
O 14.0546 5.4999 28.5408 0.474 0.3727 0.1187
O 17.3167 7.6547 30.3062 -0.0783 -0.2966 0.3695
O 16.9528 12.7244 30.3091 -0.2397 0.1259 0.4206
O 18.4557 6.6083 28.3105 -0.5855 0.2945 0.0256
O 19.5635 4.3101 28.4684 -0.1971 -0.0388 0.1611
O 22.2204 7.1477 30.3199 0.0909 0.4116 0.366
O 18.4941 11.6738 28.6196 0.0071 0.3536 -0.1038
O 27.4953 2.5323 28.7118 0.3531 -0.0438 0.2861
O 23.9041 5.9164 28.6144 0.1417 -0.25 0.2608
O 26.1423 4.6701 28.0659 0.5087 -0.0441 -0.2175
O 28.5111 11.4643 30.2899 -0.3456 -0.4863 0.0483
O 28.1567 13.1677 28.3289 0.5058 0.1883 0.1632
O 33.4034 9.562 38.4194 -0.0902 0.0278 -0.7524
O 31.1702 6.9446 30.5359 0.6642 0.0635 -0.0999
O 2.2284 5.8867 31.9583 0.5434 0.0656 0.1688
O 11.6057 10.9765 32.4204 0.047 -0.3258 -0.2399
O 6.7952 3.2969 32.2736 -0.179 -0.0424 0.6223
O 6.4568 8.2724 32.7356 -0.5593 0.3284 0.2632
O 32.18 11.8998 38.0721 -0.5628 0.2669 -0.1604
O 23.878 12.8871 37.8747 0.0869 -0.1901 -0.2153
O 3.2369 4.2961 30.0692 0.4309 -0.0562 -0.1361
O 1.5568 9.5384 34.4812 -0.2167 -0.0024 -0.1684
O 4.9976 12.7859 30.906 0.1683 0.2726 -0.207
O 5.2905 9.4723 38.5112 -0.075 -0.3767 -0.0935
O 5.6752 13.4718 0.646 -0.3445 -0.288 -0.0927
O 12.9138 13.2196 31.8047 0.0466 0.0272 0.3117
O 22.3366 9.7263 37.9464 -0.1653 0.4255 0.0134
O 12.6797 11.1661 30.051 0.335 -0.2221 0.2199
O 16.9812 15.2229 29.7423 0.4265 0.0953 0.3167
O 28.845 15.7159 32.9639 -0.2893 0.4385 -0.1853
O 21.5832 5.8074 32.5199 0.2652 -0.1211 -0.0452
O 11.9672 1.3703 29.7188 -0.0442 0.21 0.354
O 28.5507 3.3862 39.0091 -0.2447 -0.1198 -0.2935
O 25.7081 4.1662 34.9164 0.308 0.119 -0.5511
O 20.6366 14.5538 30.0566 0.0157 -0.3122 0.0128
O 21.5971 4.6865 30.1147 0.7309 -0.0085 -0.1337
O 21.5971 10.351 29.4288 0.158 0.1556 -0.1827
O 21.3431 11.4023 31.8317 0.0028 0.3142 0.4707
O 28.182 10.1084 37.8447 -0.1338 -0.0747 -0.2511
O 27.861 6.4163 29.7574 -0.1835 -0.1725 -0.2605
O 30.8977 9.5739 30.1235 0.176 0.3097 0.3309
O 28.9801 8.0427 39.2744 -0.4801 -0.0357 -0.2153
O 29.1985 8.289 31.5805 -0.1444 -0.2716 0.0644
O 9.4034 11.9872 33.3512 0.0007 -0.4422 0.0899
O 16.3191 2.4647 32.476 -0.3603 0.3352 -0.4606
O 13.2386 15.5018 0.2925 0.2569 0.1979 -0.4613
O 7.4596 8.6369 37.2545 -0.007 0.0325 -0.5098
O 2.0829 2.9553 31.8808 -0.5036 0.1005 -0.3015
O 10.3156 7.8017 0.4297 -0.1218 0.1571 -0.3291
O 19.508 2.563 35.6853 0.2428 -0.2802 -0.4459
O 9.2479 4.2214 32.4008 0.0473 0.1194 0.2534
O 23.7504 2.2122 31.6253 -0.0016 0.4811 -0.1756
O 13.8329 6.836 36.9546 0.1957 -0.1552 0.1659
O 22.6278 7.6755 0.4262 0.5087 0.2268 0.0264
O 11.1646 15.2729 30.1944 0.0579 -0.0521 -0.1774
O 29.9383 8.6533 34.1096 0.1578 0.221 -0.1194
O 32.9297 13.8546 36.3551 -0.8271 0.004 0.1038
O 26.7017 4.4021 37.3597 -0.4677 -0.3748 0.0437
O 2.9003 13.6937 32.0906 0.2157 0.4341 0.4217
O 19.5875 8.6837 29.4972 0.0743 0.2754 0.0664
O 4.7964 15.7616 36.9797 0.6693 -0.0213 -0.1258
O 14.8631 14.9405 37.0724 -0.374 0.3164 0.2894
O 6.2292 10.6446 31.7968 -0.0899 -0.0993 0.2171
O 29.4417 5.1869 31.5082 -0.0464 -0.2901 0.4135
O 4.6073 2.3325 31.2414 -0.2235 -0.0066 0.0362
O 14.8963 10.2314 37.7907 -0.1794 -0.3043 -0.5762
O 3.4823 2.9905 36.6277 0.0357 -0.1403 -0.1484
O 10.2834 9.6901 34.3812 0.0783 0.1322 0.2899
O 1.3866 2.9463 38.2428 -0.5054 -0.5001 -0.1906
O 24.3523 15.0033 31.4977 -0.1825 -0.3069 -0.106
O 25.4007 8.1869 31.6289 -0.1367 -0.4116 -0.185
O 1.2497 4.4583 33.8932 -0.023 0.0541 0.4772
O 31.3764 4.3937 29.8433 -0.2587 -0.6972 0.167
O 9.809 3.4982 39.6865 0.3472 0.396 -0.0778
O 9.3186 14.3547 31.9465 -0.2126 0.6993 0.1652
O 30.0178 15.1734 35.1872 0.2126 -0.356 0.3794
O 13.4409 15.8171 31.1349 0.4651 0.2749 0.5814
O 15.5465 15.608 34.6638 0.3235 0.2089 0.2596
O 2.6626 7.6534 38.3657 0.3422 -0.2383 0.416
O 15.8199 4.5619 34.0451 0.2326 0.1904 0.3165
O 3.4179 14.4344 29.6208 -0.41 0.2046 0.2622
O 19.4477 14.2117 35.2505 0.5681 -0.0422 0.0845
O 13.424 11.7654 39.2796 -0.7422 -0.4295 -0.0919
O 17.5857 6.5952 38.2454 -0.0898 0.3783 -0.5633
O 26.4316 14.2312 38.479 -0.2335 -0.0419 -0.147
O 12.0837 1.9899 39.3947 0.4331 0.2581 -0.4349
O 32.1378 5.2523 32.1961 -0.2411 -0.2956 0.3184
O 29.9415 5.343 0.6742 0.0664 0.0629 -0.1672
O 1.6463 5.4125 37.4703 -0.0221 -0.1507 -0.1216
O 3.5388 1.2855 38.5655 -0.0913 -0.1145 0.2159
O 16.281 7.6849 36.0202 0.243 -0.2435 -0.0458
O 33.0418 10.7771 29.1542 -0.0864 0.0862 0.2503
O 13.2451 4.6975 38.472 -0.382 -0.3591 -0.105
O 31.0881 14.429 32.8682 0.1078 -0.3098 0.1772
O 7.5613 15.7665 38.1702 -0.1858 0.3745 -0.4047
O 10.802 8.2396 30.7725 0.3667 0.1117 -0.0346
O 19.947 9.6378 33.2329 0.0294 -0.1301 -0.2477
O 27.0437 4.1971 30.6509 -0.2536 -0.1695 0.277
O 19.3574 13.6147 39.6817 -0.5285 -0.1781 -0.1764
O 19.9001 15.2236 37.6941 0.0438 0.5454 -0.3375
O 12.7546 7.1171 39.3761 0.2968 0.1602 -0.1279
O 7.4158 10.9404 38.6433 -0.2465 -0.0527 0.3642
O 12.0326 1.22 33.9016 0.3973 -0.3669 -0.6182
O 19.9906 5.8481 38.771 -0.0117 0.0677 -0.1862
O 14.8573 8.3703 30.4927 -0.5661 0.0621 -0.2552
O 16.261 15.1521 39.2548 0.6854 -0.042 0.1828
O 33.0772 16.3044 29.2662 0.1086 0.0917 0.4957
O 32.6443 13.8039 0.278 -0.2184 -0.3693 -0.1833
O 18.9091 1.9079 32.6134 -0.0518 0.2757 0.6006
O 16.2437 0.9971 28.3575 -0.0471 -0.2623 -0.2788
O 15.127 9.5159 32.8438 0.4973 0.2989 -0.3886
O 8.4169 14.1012 34.4335 -0.328 -0.106 0.0478
O 32.0118 16.8722 39.0979 0.3729 0.2139 -0.3485
O 18.4236 16.5183 35.8474 0.1771 0.0461 -0.4811
O 28.9819 5.6083 37.6792 0.3086 0.4581 0.2939
O 30.3319 6.3944 35.4219 0.4484 -0.277 -0.4323
O 13.9834 4.36 31.0119 0.5298 -0.1377 0.1416
O 1.7764 13.13 38.4012 0.479 -0.0591 -0.1836
O 18.0032 4.1594 38.9133 0.1769 -0.0669 0.6065
O 24.2133 15.2945 39.1196 -0.616 0.4025 -0.2184
O 29.0152 10.6557 32.7472 -0.2805 0.3407 0.3189
O 4.8989 15.523 34.4679 -0.0559 -0.2311 -0.5307
O 12.4047 2.8047 35.9617 0.4478 0.1975 0.238
O 23.5583 10.0783 31.223 0.0881 0.1037 0.7817
O 21.8978 14.0894 39.0886 0.1811 -0.0601 0.1052
O 31.9181 4.2369 37.3467 -0.3817 0.4887 -0.1231
O 25.6347 10.9102 37.381 -0.2389 -0.5478 -0.0491
O 14.6574 13.8205 29.9573 -0.4045 -0.3889 -0.3909
O 23.6479 8.4501 35.9464 0.3474 0.0578 -0.0397
O 21.4194 7.8022 39.4565 -0.524 0.2019 0.0232
O 18.7021 8.7873 35.4078 0.0151 0.0377 -0.171
O 28.7236 13.4205 39.4336 0.4592 0.0134 -0.0142
O 7.0454 7.1734 39.333 -0.0177 0.3537 0.2318
O 9.2061 6.6211 37.7967 -0.0459 -0.1024 0.1264
O 32.1195 8.3492 35.5569 -0.0892 0.4728 0.4694
O 29.5361 17.3871 39.7118 -0.4936 -0.5478 0.2824
O 15.2112 6.8444 32.6632 0.7162 -0.1477 -0.347
O 2.6341 1.5958 29.7671 0.313 -0.3097 -0.094
O 4.6309 1.5501 0.532 -0.1222 -0.0654 -0.3282
O 12.2104 3.8806 29.2338 -0.2902 0.4185 -0.2512
O 5.3794 1.746 35.2351 0.2021 -0.0285 0.0259
O 17.5257 2.0298 37.4372 -0.0202 -0.1877 -0.0698
O 7.2853 12.1141 29.9118 0.0227 -0.3058 0.1855
O 5.3551 16.0977 29.0624 -0.0571 -0.1824 0.2131
O 27.7732 5.7178 35.3833 -0.2215 0.5045 -0.4006
O 19.6842 6.4067 30.7414 -0.2222 -0.1321 0.2458
O 9.8564 1.6223 32.5474 -0.4891 -0.2834 -0.1674
O 5.8428 6.8925 34.811 -0.4419 0.3927 -0.1715
O 1.783 11.9792 33.7222 -0.2025 -0.2713 -0.3739
O 21.3263 3.6238 37.2168 -0.0866 -0.461 0.2987
O 8.4568 13.174 37.8232 -0.0043 -0.2773 -0.4903
O 15.2017 14.3716 32.4345 0.0984 -0.207 0.121
O 17.3365 13.857 33.7804 -0.0742 -0.4949 0.4
O 14.4286 2.3241 34.3401 -0.2569 -0.233 -0.2822
O 17.4865 14.3497 37.0592 0.1011 -0.193 0.0025
O 10.5008 4.7237 36.3693 -0.071 0.0291 -0.2672
O 6.7591 6.0159 37.0291 0.0957 -0.4116 0.0876
O 10.6464 12.6707 30.5974 -0.1405 -0.4843 -0.0108
O 27.3823 8.6555 33.3689 -0.4157 0.1846 0.283
O 27.0667 6.2524 32.2999 -0.0022 -0.5325 0.3298
O 24.9486 2.9894 29.4917 -0.4765 0.3215 -0.3567
O 15.6306 12.7285 38.0567 0.4125 -0.3591 -0.1917
O 10.6325 7.3456 33.2082 -0.016 -0.1893 -0.1874
O 24.3232 5.6207 0.9489 -0.2608 0.257 -0.1924
O 15.8506 8.237 39.2426 -0.5896 0.0293 0.4093
O 5.958 8.6112 30.175 -0.0831 0.6186 0.0004
O 25.5753 17.0181 30.4413 0.3456 0.3759 0.0956
O 14.1122 8.7908 35.1416 -0.7698 0.0056 -0.1524
O 17.0885 16.2691 32.686 -0.0671 -0.0851 -0.2202
O 21.9965 14.4351 32.3618 0.0373 -0.5643 0.2364
O 16.7269 10.1595 29.8837 -0.0377 0.1585 0.2051
O 29.7891 8.5028 36.7485 -0.2063 -0.0549 -0.228
O 4.8417 13.2746 35.8983 0.4485 0.0103 -0.0563
O 14.1843 11.4191 34.4073 -0.0105 0.0401 -0.2312
O 1.1318 1.745 33.8621 0.2541 -0.2995 -0.0401
O 8.7467 7.1272 29.524 0.0667 -0.0017 -0.0331
O 11.7407 3.4602 32.189 0.2955 -0.467 0.4256
O 23.6767 2.628 34.2563 -0.2603 0.3228 -0.0554
O 9.8978 16.2349 34.6867 0.3095 0.0936 -0.0535
O 9.9717 2.9205 30.2632 -0.7811 0.261 -0.0686
O 19.4427 12.1612 33.5803 0.0145 -0.2685 0.4441
O 4.1102 6.2117 36.738 -0.0046 -0.0868 -0.1367
O 1.0894 14.5104 33.8609 -0.259 0.514 -0.1129
O 27.8632 16.4515 36.1563 0.1328 0.5109 0.0354
O 11.6246 12.0153 34.7939 -0.043 0.1475 0.0225
O 29.9702 15.7843 37.7032 0.3748 -0.5498 0.0426
O 28.4021 13.1325 32.3968 -0.3032 -0.2585 0.1111
O 31.2797 16.8978 33.6712 -0.096 0.3327 -0.3243
O 27.1806 5.4733 39.6871 -0.0876 -0.0685 -0.0352
O 2.6339 11.9563 30.0634 0.2019 -0.4768 0.5174
O 28.4056 13.9055 36.8188 -0.0218 -0.3461 -0.5725
O 33.0293 16.3263 35.5997 -0.026 0.0713 0.3894
O 3.4724 3.073 34.0631 0.0303 -0.1229 -0.2697
O 23.1189 12.3594 30.0067 -0.263 0.3644 0.4112
O 11.902 5.9451 31.3928 -0.2112 -0.0666 -0.1561
O 25.237 6.3434 36.2994 0.0966 0.3024 0.3378
O 6.6954 3.6048 0.5476 0.2864 -0.1915 -0.5095
O 25.224 7.3545 33.9938 -0.1816 0.0413 -0.1441
O 3.4143 15.0763 39.0147 -0.0417 -0.1936 -0.0039
O 20.5977 7.3309 34.3849 -0.2949 -0.1754 0.2266
O 9.9827 14.9426 38.7387 0.646 -0.23 -0.0451
O 33.3291 7.1155 33.6206 -0.1164 0.2667 -0.2091
O 16.669 0.6215 0.3022 -0.3122 -0.3704 -0.0876
O 25.6599 9.4836 0.0867 0.2755 -0.2464 0.0192
O 26.0995 16.8275 38.0714 -0.128 0.5404 0.1627
O 15.5395 9.3595 0.1294 0.4992 0.1418 -0.0964
O 16.4146 10.1085 35.0711 0.3657 0.5496 -0.1793
O 9.8018 11.3484 39.4648 0.5603 -0.047 -0.262
O 25.389 12.8607 35.6877 0.4784 -0.1309 -0.2417
O 2.6738 14.833 35.8501 0.12 0.1516 -0.0242
O 32.8984 4.975 39.6791 0.2915 -0.2817 0.075
O 1.977 7.414 35.8546 0.3611 0.0559 -0.236
O 13.4584 13.9945 35.0008 -0.1168 0.0303 -0.1579
O 20.2629 2.5518 30.4009 -0.4386 -0.2788 -0.0901
O 4.0725 11.6766 37.8201 -0.445 0.5024 0.1491
O 4.0739 6.7895 30.1369 -0.1122 -0.0493 0.3087
O 3.7034 10.9694 35.2497 0.3166 -0.2609 -0.4119
O 23.3512 3.3806 39.1317 0.0666 -0.2675 -0.4109
O 21.4791 2.3645 32.8499 -0.0778 0.2752 0.1995
O 13.4449 16.6311 35.8043 -0.1937 -0.0403 0.6043
O 16.9898 2.316 34.9504 -0.0301 0.041 0.0221
O 25.9713 10.1207 29.9964 0.1896 0.466 0.4862
O 26.9797 15.003 31.3146 0.1884 0.0801 -0.1759
O 24.2261 8.4147 29.2904 -0.0351 0.3622 -0.2438
O 25.4236 15.4897 35.883 -0.4434 0.0027 0.2585
O 20.7121 16.6097 31.5437 0.0298 -0.0404 -0.3494
O 6.1179 17.1659 32.8554 -0.0235 -0.4301 -0.305
O 30.6697 12.2846 31.428 0.4002 -0.4074 -0.2327
O 19.4506 14.5171 32.5012 -0.4064 0.0652 -0.2756
O 10.0069 2.5544 34.9512 -0.7204 0.49 -0.1636
O 18.7994 11.0689 31.2568 -0.2352 -0.3551 -0.0843
O 10.3245 2.277 37.4823 -0.4453 -0.3482 -0.0699
O 20.8851 4.7122 34.8098 -0.1834 -0.3341 -0.3494
O 31.3992 14.5258 30.228 -0.4264 -0.155 0.1479
O 29.7654 3.9128 35.8545 -0.2215 -0.4738 -0.6052
O 30.515 2.0067 37.5098 -0.4531 -0.1397 -0.073
O 30.7365 9.8975 38.7316 -0.1924 0.3201 0.2664
O 6.9282 1.3635 30.4067 0.443 -0.1304 0.2513
O 8.376 7.7535 34.4567 0.0059 0.0533 0.18
O 15.5479 3.1634 38.7658 -0.0832 -0.4801 -0.4533
O 6.076 10.8416 36.3849 0.454 0.1169 -0.6319
O 19.0103 4.9351 36.5953 -0.4993 0.1575 -0.1813
O 26.7069 14.3894 33.9019 0.0377 -0.1617 0.0324
O 17.6626 1.2855 30.4804 0.1196 0.3693 -0.0637
O 24.0561 14.2581 33.9931 -0.2211 -0.155 -0.0517
O 7.1469 12.9956 32.4188 -0.3703 0.2371 0.1119
O 7.3289 16.3805 35.1178 -0.129 0.0915 0.2952
O 1.4074 11.5038 36.2923 -0.0971 -0.3144 0.0483
O 13.3281 12.1028 36.7559 -0.3195 -0.1477 0.2882
O 5.3986 4.3543 35.4438 0.2536 -0.028 0.0111
O 21.2664 9.5802 35.5426 -0.1971 0.2325 0.2283
O 8.3507 9.1866 31.1182 0.0468 0.1398 0.4759
O 23.4192 11.0708 36.0054 -0.2126 0.1969 -0.4415
O 10.6224 7.3985 35.7883 0.2772 0.132 0.1479
O 17.3885 9.5756 37.5173 0.4426 -0.0008 0.113
O 31.8957 2.443 35.3977 0.2959 0.0971 -0.2382
O 12.9549 8.1764 32.2859 0.0791 0.5135 0.49
O 25.6505 1.756 35.8324 0.45 0.0946 -0.1444
O 22.9948 6.228 34.7498 0.1143 -0.3132 0.2589
O 8.7652 15.974 0.0821 -0.3659 0.2885 0.2646
O 23.1511 16.603 33.2844 0.2017 0.0707 0.2919
O 23.8609 3.6626 36.6471 0.14 -0.0234 -0.1719
O 7.3107 5.8165 32.943 0.1658 -0.0235 -0.1946
O 22.5735 5.6727 38.1734 0.4669 0.3337 -0.2565

Results
total energy: -223546.210 eV
total energy less fixed offsets of O -438.35, Si -107.03 eV per atom: -5.640 eV
